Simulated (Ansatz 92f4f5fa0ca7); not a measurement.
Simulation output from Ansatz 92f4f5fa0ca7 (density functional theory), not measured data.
Periodic cell of 296 atoms, Si152O112H32, with a vacuum gap, from a study of silicon, its oxide and their interface. The atomic structure is a simulated model.

Settings
functional: r2SCAN
potential files: Ansatz PAW
basis: plane waves
wave-function cutoff: 800 eV
density cutoff ratio: 5
exchange-correlation grid ratio: 1
k mesh: 1 x 1 x 1, shifted by 0.5 0.5 0 of a step
self-consistency stop: 1e-11 eV per atom in the density residual
occupations: fixed
spin: none
net charge: 0
applied field: sawtooth along c, amplitude -0.015 V/angstrom in the program's sign convention, ramp centred at 0.9902 of c and 0.0196 of c wide, no dipole correction

Cell vectors (angstrom)
a	10.887	0	0
b	0	10.887	0
c	0	0	51.0137

Atoms: element, x, y, z (angstrom)
Si	0.1426	-0.3136	36.286
Si	2.9117	2.1175	35.8317
Si	-0.4105	5.6184	36.138
Si	2.359	8.3598	35.6782
Si	5.4424	0.194	35.8498
Si	8.044	2.9667	36.2328
Si	5.7419	5.0812	35.9681
Si	8.3789	7.9099	36.1534
Si	1.3801	1.2876	37.4115
Si	4.0085	3.9265	37.0647
Si	1.3648	6.7471	37.1524
Si	4.1464	9.4111	36.9997
Si	6.8559	1.3028	37.3444
Si	9.4817	4.128	37.617
Si	6.7816	6.6979	37.3459
Si	9.5115	9.3941	37.5444
Si	0.0463	2.699	38.7447
Si	2.8052	-0.1478	38.5978
Si	0.0688	8.0291	38.7368
Si	2.7301	5.3591	38.4899
Si	5.4025	2.6814	38.6021
Si	8.1613	-0.0389	38.7469
Si	5.4047	8.1307	38.5592
Si	8.0948	5.4626	38.8697
Si	1.4087	4.0945	40.0102
Si	4.0932	1.2935	39.9744
Si	1.4192	9.4547	40.0149
Si	4.0552	6.7482	39.9109
Si	6.7176	4.0276	40.058
Si	9.5419	1.3322	40.059
Si	6.7537	9.4771	40.0076
Si	9.5431	6.7804	40.1286
Si	0.0389	-0.0405	41.3642
Si	2.7523	2.6982	41.3432
Si	0.0283	5.4052	41.4168
Si	2.7458	8.0961	41.3615
Si	5.4415	-0.0225	41.3774
Si	8.1463	2.6959	41.3828
Si	5.3964	5.4399	41.358
Si	8.1556	8.175	41.3992
Si	1.3709	1.3627	42.7065
Si	4.0755	4.081	42.732
Si	1.3693	6.7963	42.7552
Si	4.0779	9.5006	42.715
Si	6.8037	1.3396	42.7459
Si	9.5161	4.0602	42.7315
Si	6.7818	6.7889	42.7168
Si	9.5298	9.5357	42.7389
Si	0.0003	2.7164	44.0716
Si	2.7261	0.004	44.0631
Si	0.0043	8.1802	44.0958
Si	2.7324	5.4482	44.1018
Si	5.4571	2.7408	44.0861
Si	8.1816	0.0078	44.1034
Si	5.4483	8.1729	44.0764
Si	8.1612	5.4436	44.0714
Si	1.3492	4.0971	6.9126
Si	4.0832	1.3764	6.9103
Si	1.3481	9.5799	6.9401
Si	4.0755	6.8525	6.9399
Si	6.8253	4.0937	6.9507
Si	9.5406	1.3774	6.9406
Si	6.8059	9.5297	6.9282
Si	9.5054	6.8223	6.9174
Si	0.0062	0.0589	8.3318
Si	2.6992	2.7288	8.2575
Si	-0.0035	5.476	8.2535
Si	2.7153	8.2486	8.3003
Si	5.4545	0.0289	8.2665
Si	8.1935	2.7167	8.3132
Si	5.4682	5.5086	8.2638
Si	8.177	8.1994	8.2965
Si	1.3661	1.4228	9.7133
Si	4.0662	4.1339	9.5251
Si	1.2903	6.9079	9.601
Si	4.0686	9.6437	9.6653
Si	6.8293	1.3291	9.6599
Si	9.5918	4.0833	9.6274
Si	6.8145	6.8645	9.6633
Si	9.507	9.5952	9.6643
Si	0.04	2.7965	11.1092
Si	2.7394	0.1196	11.1088
Si	-0.0316	8.2815	11.0363
Si	2.6905	5.5221	10.8193
Si	5.4233	2.7657	10.8421
Si	8.168	-0.0155	11.1258
Si	5.4468	8.3002	10.9857
Si	8.2381	5.4508	10.9153
Si	1.4464	4.2811	12.3525
Si	4.1088	1.6016	12.3835
Si	1.3788	9.6098	12.4568
Si	4.0224	6.8826	12.1436
Si	6.8346	4.0584	12.1463
Si	9.5462	1.4046	12.4641
Si	6.7435	9.533	12.5549
Si	9.4642	6.8614	12.3256
Si	0.0095	0.0469	13.8568
Si	3.18	3.3965	13.6964
Si	0.2716	5.884	13.6227
Si	2.5994	7.9765	13.6496
Si	5.6158	0.4225	13.708
Si	7.8782	2.5826	13.6414
Si	5.4394	5.4823	13.2995
Si	7.6902	7.6337	13.7255
Si	7.3847	0.5941	19.7937
Si	9.0798	30.9629	15.8775
Si	-8.4852	20.4238	18.3373
Si	3.7291	10.5485	27.7195
Si	-1.7998	15.0371	31.3169
Si	-1.8001	16.2924	18.5423
Si	-11.0467	18.9944	18.3917
Si	-19.0726	-4.9665	22.1473
Si	-13.7154	8.3822	22.3579
Si	-4.1431	-1.2401	17.5369
Si	-9.6868	12.7904	33.0733
Si	1.4177	12.4071	18.8028
Si	0.169	7.6804	26.2298
Si	-15.8341	3.972	25.2137
Si	-21.9593	13.3788	24.9449
Si	-6.723	20.5026	15.8811
Si	3.0258	-7.1458	31.6202
Si	-17.1831	12.8787	23.404
Si	-19.1291	13.8207	21.2602
Si	1.2686	13.077	15.8057
Si	-14.8202	21.6124	28.0466
Si	-14.8314	18.1826	19.5809
Si	-17.6091	8.1549	20.5274
Si	4.103	7.2266	24.361
Si	-12.2596	13.5443	19.8526
Si	-3.7105	6.1517	29.7149
Si	-25.7491	6.94	24.6043
Si	-20.939	5.3254	24.4575
Si	-1.2327	15.0175	15.7322
Si	-11.8303	42.5426	20.9017
Si	13.4136	1.3573	25.5675
Si	-5.9204	-5.4842	32.9632
Si	-0.5886	10.4244	33.4069
Si	7.3691	9.7427	33.7377
Si	1.4133	8.1966	32.712
Si	-13.8752	23.8776	29.6573
Si	3.1941	8.9593	30.1986
Si	-13.6368	29.6565	27.351
Si	9.7805	3.6691	33.9731
Si	8.0927	13.1503	26.7558
Si	-8.561	9.3796	25.3042
Si	-10.0375	5.7068	30.9284
Si	5.6349	14.8902	30.5024
Si	-0.0025	12.4549	22.1847
Si	2.0475	17.5195	28.4944
Si	3.386	16.1327	26.3327
Si	-16.0694	29.8321	31.6011
Si	5.7842	21.2842	22.1345
O	0.5398	0.4742	32.6821
O	5.429	9.1177	16.7597
O	8.6996	10.3936	33.0204
O	4.2235	1.2122	35.4169
O	-1.4175	6.8087	35.6466
O	-14.9409	7.4181	30.6444
O	-0.0636	14.8757	24.3295
O	1.3456	9.6223	35.7362
O	6.3692	-0.1143	34.5217
O	10.2397	0.0964	34.9265
O	6.4896	2.7546	30.0299
O	-0.1959	4.739	34.7797
O	5.3831	5.6768	34.4914
O	-3.3366	11.4162	29.4131
O	7.8451	8.6451	34.8161
O	-8.7043	8.9639	31.4852
O	-0.9735	-0.8832	14.7699
O	-15.2057	5.3718	24.7031
O	-16.4397	-11.1577	27.9618
O	-7.3191	9.0258	19.3149
O	1.4087	6.955	14.1689
O	-0.4879	5.3212	14.9456
O	-17.914	6.0243	23.2879
O	4.7032	10.8593	14.9964
O	0.9703	11.7793	14.8774
O	-7.8811	8.3982	24.2055
O	3	7.2024	21.1738
O	-5.1517	13.9142	23.9038
O	-1.3379	4.2359	19.5536
O	-3.2187	29.4635	20.9566
O	-5.2926	18.6482	24.131
O	7.8627	-0.8039	16.4479
O	-9.5136	18.2122	27.224
O	-10.9449	17.3468	25.1938
O	-5.5327	18.0956	19.9199
O	2.7316	15.4439	21.2739
O	-13.1452	21.4316	20.229
O	12.3095	19.151	18.0896
O	4.3811	26.2443	14.1085
O	13.356	3.0134	15.1122
O	-2.4398	3.4583	14.8946
O	-12.8655	13.4826	30.83
O	-20.3731	2.3659	22.1221
O	3.5331	19.3664	14.9067
O	-17.0134	9.2548	21.5743
O	3.6202	4.4778	32.9603
O	-14.4274	-14.2379	26.0129
O	7.2444	8.4185	18.4562
O	-18.7387	18.4885	29.3252
O	3.0302	21.1001	29.1635
O	0.7659	8.9819	25.4868
O	4.705	19.8848	30.7609
O	6.5093	17.4035	14.0657
O	-11.19	4.6348	31.0782
O	-17.7682	-4.2177	25.8725
O	-9.0985	1.8384	17.2753
O	-6.7231	14.2667	30.5558
O	-9.7469	2.1418	25.8074
O	-4.1004	12.3655	14.2007
O	4.5762	15.0656	26.087
O	-25.6686	25.0538	26.2006
O	-15.4786	0.5518	20.9879
O	-2.8332	7.2541	23.5096
O	-30.3966	10.8781	24.7479
O	-8.4622	2.3738	19.7542
O	-4.3124	0.0504	18.4944
O	-3.0124	6.6679	28.3731
O	-9.5824	16.7791	22.9968
O	-17.7698	2.4018	21.9499
O	-26.6728	15.4392	32.0154
O	-9.2484	10.8108	18.9896
O	-5.7706	0.4541	23.2762
O	-22.6663	8.7696	17.1193
O	8.4091	7.8969	15.172
O	-0.3618	19.7903	19.7755
O	-1.1792	18.9102	27.0236
O	-13.7184	-8.8482	19.4615
O	-1.3462	19.8797	22.1918
O	-1.8735	15.63	17.0716
O	-14.1521	16.8288	19.0038
O	-7.6817	11.9343	27.023
O	-7.8695	-0.8455	16.9277
O	-7.6242	20.288	26.6501
O	-2.4078	13.58	28.2679
O	-1.1495	35.0946	21.4381
O	-8.6785	26.6553	30.8765
O	-3.8153	20.503	22.719
O	-8.5193	18.8885	34.0511
O	-3.304	31.0265	27.9738
O	1.9957	12.9585	34.4767
O	-9.9782	17.6545	32.142
O	-4.4205	30.7702	32.6489
O	-0.3805	12.3181	23.7378
O	-3.4108	22.5324	26.8073
O	0.0875	11.0097	21.4468
O	3.4658	2.1685	24.5497
O	-10.1153	17.2431	29.4561
O	-0.1126	3.0017	15.9948
O	-0.6866	6.5892	18.5677
O	-2.6964	16.0297	30.4411
O	2.2202	13.2751	31.9276
O	-18.8792	16.2625	27.8803
O	-10.9526	2.863	33.0867
O	0.0453	19.8392	33.1671
O	6.8861	14.8523	35.656
O	-15.9448	16.147	29.4795
O	8.9721	13.5307	34.9261
O	-1.4687	2.3512	25.8784
O	8.7625	15.2122	32.8986
O	-8.7722	15.8221	25.3754
O	-6.0692	6.8791	32.2959
O	-0.1391	23.686	19.0802
H	-0.8239	1.8969	45.004
H	0.8124	3.5477	45.004
H	1.8841	-0.7971	44.9956
H	3.5433	0.8304	44.9956
H	0.8092	9.0186	45.0283
H	-0.8259	7.3668	45.0283
H	3.5357	6.2881	45.0342
H	1.901	4.6361	45.0342
H	6.2835	3.5579	45.0186
H	4.6324	1.9218	45.0186
H	9.0002	0.8328	45.0359
H	7.3566	-0.8109	45.0359
H	6.2703	8.9944	45.0088
H	4.6106	7.3672	45.0088
H	8.9725	6.2757	45.0038
H	7.3437	4.6175	45.0038
H	2.1806	4.9092	5.9802
H	0.537	3.2658	5.9802
H	4.9079	2.1954	5.9779
H	3.266	0.55	5.9779
H	2.1901	10.381	6.0077
H	0.5432	8.7415	6.0077
H	3.2722	6.0126	6.0075
H	4.9132	7.6582	6.0075
H	5.9989	3.2765	6.0183
H	7.6428	4.9198	6.0183
H	8.722	0.5524	6.0082
H	10.3647	2.1968	6.0082
H	7.6309	10.3483	5.9958
H	5.9839	8.7081	5.9958
H	10.3355	7.6356	5.985
H	8.694	5.9901	5.985

Results
free energy: -161609.596 eV
free energy less fixed offsets of H -15.71, O -570.45, Si -639.56 eV per atom: -3.356 eV

Forces (eV/angstrom), in the order of the atoms: element, x, y, z
Si	-0.0067	0.0015	-0.0284
Si	-0.0127	-0.009	-0.0343
Si	-0.0001	-0.0067	-0.032
Si	-0.0102	0.0027	-0.0515
Si	0.0115	0.0036	-0.0335
Si	0.0072	-0.0024	-0.0309
Si	0.0007	0.006	-0.0487
Si	-0.0012	0.0098	-0.0343
Si	-0.0013	-0.0045	-0.0045
Si	0.0055	0.0027	0.0048
Si	-0.0039	-0.0018	0.0055
Si	-0.0013	0.0009	-0.0006
Si	0.0042	0.0029	0.003
Si	-0.0026	0	0.001
Si	0.0018	-0.0007	0.0039
Si	0.0046	0.0009	-0.0018
Si	0.0006	0.0014	-0.0134
Si	-0.0031	0.0061	-0.0154
Si	-0.004	0.004	-0.0156
Si	-0.0022	-0.0037	-0.0084
Si	0.0035	-0.0061	-0.0131
Si	0.0027	-0.0024	-0.0128
Si	0.009	-0.0001	-0.0084
Si	0.0052	0.0001	-0.0131
Si	-0.0122	-0.003	0.0065
Si	-0.0023	-0.0037	0.0063
Si	-0.0099	-0.0012	0.0023
Si	-0.0019	0.0035	0.008
Si	0.0102	-0.009	0.0101
Si	-0.0052	-0.0017	0.0085
Si	0.0058	0.0055	0.0035
Si	0.0058	0.0002	0.006
Si	0.0014	0.003	0.0144
Si	0.0079	-0.003	0.0159
Si	0.0051	0.0073	0.0165
Si	-0.0077	0.0079	0.0222
Si	0.0156	-0.0065	0.0196
Si	0.0128	-0.0125	0.0186
Si	0.0119	-0.0002	0.0276
Si	-0.0034	0.0009	0.0188
Si	-0.0152	-0.0113	0.1732
Si	-0.0415	-0.0441	0.198
Si	-0.0159	-0.0181	0.1832
Si	0.0041	0.0117	0.1768
Si	-0.0248	-0.0099	0.1758
Si	-0.0048	0.0003	0.1771
Si	0.0344	0.0338	0.1777
Si	0.0052	-0.0037	0.1851
Si	-0.0126	-0.0865	0.3127
Si	-0.0279	-0.0463	0.2575
Si	-0.048	-0.0766	0.2676
Si	-0.1326	-0.0967	0.3574
Si	-0.0361	-0.1172	0.259
Si	-0.0289	0.0075	0.3299
Si	-0.0317	-0.0433	0.3368
Si	-0.0178	-0.0179	0.2763
Si	0.0852	0.0676	-0.4037
Si	0.0381	0.0515	-0.3072
Si	0.0877	0.0354	-0.2233
Si	0.0625	0.1079	-0.2745
Si	0.031	0.0768	-0.2018
Si	0.007	0.0498	-0.3331
Si	-0.024	0.0546	-0.3132
Si	0.0383	0.0127	-0.3209
Si	0.0061	-0.0037	-0.1779
Si	0.0231	0.0208	-0.1849
Si	0.0212	0.0233	-0.183
Si	0.0155	0.0014	-0.1756
Si	0.0079	-0.004	-0.1838
Si	-0.0216	-0.0031	-0.1727
Si	0.0062	-0.0085	-0.17
Si	0.0233	0.0185	-0.1906
Si	-0.0008	0.0039	-0.0342
Si	-0.0041	0.005	-0.0078
Si	0.0015	-0.0094	-0.016
Si	-0.0071	-0.0002	-0.0151
Si	-0.0067	0.0096	-0.0165
Si	0.0004	-0.0005	-0.0229
Si	-0.0182	-0.0016	-0.02
Si	-0.0052	-0.0066	-0.0191
Si	0.0026	0.0099	-0.0141
Si	0.0112	-0.0035	-0.0113
Si	-0.0006	-0.008	-0.0079
Si	0.0051	-0.0049	-0.0078
Si	-0.0022	0.005	-0.0087
Si	-0.0059	-0.0007	-0.0077
Si	0.0014	0.0021	-0.0093
Si	0.0027	0.0016	-0.0157
Si	0.003	0.0046	0.0137
Si	0.0041	0.0078	0.0199
Si	-0.0053	0.0003	0.01
Si	-0.003	-0.0059	0.0155
Si	-0.0049	-0.0056	0.012
Si	-0.0015	-0.0035	0.0121
Si	0.0008	0.001	0.0137
Si	-0.0005	0.0022	0.0156
Si	0.0029	-0.0003	-0.0581
Si	0.0075	-0.0011	-0.0459
Si	0.0061	-0.0028	-0.041
Si	-0.0023	-0.0096	-0.0431
Si	0.0032	0.0035	-0.0452
Si	-0.004	-0.0026	-0.0388
Si	-0.0037	-0.0012	-0.0207
Si	-0.0058	-0.0008	-0.0455
Si	-0.0005	-0.001	-0.0825
Si	-0.0014	-0.0045	-0.0969
Si	-0.0019	0.0087	-0.0863
Si	-0.0089	0.0115	-0.0925
Si	-0.0122	-0.0043	-0.0862
Si	0.0069	-0.0043	-0.0843
Si	-0.0078	-0.0018	-0.0896
Si	0.0027	0.0045	-0.0915
Si	0.0056	0.0197	-0.0996
Si	-0.0061	-0.0001	-0.0981
Si	0.0002	0.0054	-0.0776
Si	0.0012	-0.0135	-0.1034
Si	-0.0038	-0.0019	-0.0827
Si	-0.0058	0.0011	-0.0767
Si	0.0102	-0.0105	-0.0829
Si	0.0007	0	-0.0974
Si	0.0073	0.0134	-0.0741
Si	0.0007	-0.0199	-0.0868
Si	-0.017	-0.0122	-0.0812
Si	0.0041	0.0073	-0.0946
Si	-0.0034	-0.0054	-0.0744
Si	0.0107	-0.0021	-0.0857
Si	0.0032	0.0114	-0.0859
Si	0.0058	-0.0064	-0.0746
Si	0.0015	0.0132	-0.07
Si	0.0136	0.0105	-0.0883
Si	0.0055	0.0062	-0.0887
Si	0.0017	-0.0043	-0.078
Si	0.006	-0.0034	-0.0931
Si	0.0016	-0.0102	-0.0786
Si	-0.0042	0.0164	-0.0779
Si	-0.0006	-0.0071	-0.0914
Si	0.0061	-0.0091	-0.0615
Si	-0.0014	-0.0124	-0.0832
Si	0	-0.0076	-0.0981
Si	0.003	-0.018	-0.0906
Si	0.0027	0.0092	-0.1027
Si	0.0043	0.0093	-0.0935
Si	-0.0086	0.0039	-0.0841
Si	0.0078	0.014	-0.0898
Si	0.0001	0.0012	-0.0726
Si	-0.0007	0.0047	-0.0845
Si	0.0159	-0.0067	-0.0728
Si	-0.0109	-0.0044	-0.095
Si	0.0067	-0.0065	-0.1072
Si	0.006	-0.0033	-0.0899
Si	-0.0014	-0.0058	-0.0868
Si	0.0069	-0.0052	-0.0737
O	-0.0013	-0.0004	0.0265
O	0.0186	-0.0017	0.0422
O	-0.0019	-0.0011	0.0386
O	0.0019	-0.001	0.0192
O	0.0007	0.0006	0.0241
O	-0.0139	0.0147	0.0445
O	-0.0013	0.0004	0.0258
O	0.0065	-0.0026	0.0191
O	-0.0207	0.0126	0.0511
O	0.0076	0.0029	0.05
O	-0.0095	0.0139	0.0297
O	0.007	0.0181	0.0479
O	0.0098	-0.0025	0.0787
O	0.008	0.015	0.0434
O	0.0098	-0.0171	0.05
O	-0.0239	-0.0076	0.0604
O	-0.0173	-0.0171	0.0433
O	-0.0038	-0.0097	0.0257
O	0.0061	-0.0008	0.0247
O	0.0194	-0.0193	0.0498
O	-0.0009	0.0008	0.0142
O	-0.0166	-0.0177	0.0448
O	0.0097	0.0123	0.0445
O	-0.0142	-0.0208	0.0477
O	0.0095	0.0162	0.0401
O	-0.0087	0.011	0.0341
O	-0.0122	-0.0245	0.0399
O	0.0094	0.0191	0.0369
O	0.0029	-0.0195	0.0353
O	0.0089	0.0146	0.0632
O	-0.0029	-0.0043	0.0274
O	-0.0189	0.0025	0.0395
O	0.0175	-0.0118	0.0479
O	-0.0038	0.0204	0.0345
O	-0.0144	0.0029	0.0304
O	0.0007	0.0143	0.0401
O	0.0094	-0.0063	0.0316
O	-0.0005	0.0025	0.0277
O	-0.0051	-0.0041	0.0172
O	-0.0187	-0.0138	0.0469
O	0.0167	0.0147	0.0405
O	0.0129	0.0197	0.0372
O	-0.0048	-0.0013	0.0318
O	0.0146	0.0184	0.0473
O	0.0084	0.0139	0.0305
O	0.0056	0.0073	0.0404
O	0.0161	0.0118	0.0643
O	-0.0014	-0.022	0.0434
O	0.0081	0.0168	0.0464
O	-0.007	-0.0201	0.0602
O	-0.0055	-0.0077	0.0267
O	0.0198	-0.011	0.0463
O	0.0067	0.0061	0.0154
O	0.0001	-0.0056	0.027
O	-0.0078	-0.0111	0.0481
O	0.0009	-0.0121	0.0775
O	-0.0157	0.0014	0.0381
O	0.008	-0.0031	0.036
O	0.0024	-0.0004	0.0211
O	-0.0116	0.004	0.0273
O	0.0168	-0.0164	0.0325
O	-0.0198	-0.009	0.0444
O	-0.0147	-0.0168	0.0568
O	0.0024	-0.0059	0.0297
O	0.0149	0.0203	0.0605
O	0.0087	0.0186	0.0564
O	-0.0158	-0.0241	0.0572
O	-0.0161	-0.0067	0.0529
O	0.0162	-0.0043	0.0555
O	-0.0082	0.0157	0.0558
O	-0.004	0.0064	0.0356
O	-0.0121	0.0174	0.0377
O	0.0195	-0.0134	0.0543
O	0.0136	0.0151	0.0484
O	-0.0092	0.0217	0.0558
O	-0.0143	0.0015	0.0362
O	0.001	-0.0039	0.0222
O	-0.0085	-0.0111	0.0401
O	-0.0085	0.0189	0.0675
O	-0.0159	0.0108	0.0292
O	0.0126	-0.0174	0.0548
O	-0.0209	-0.0037	0.0578
O	0.0142	0.0082	0.0482
O	-0.006	0.0019	0.0643
O	0.0122	-0.0092	0.0534
O	0.0079	-0.0129	0.0243
O	0.0002	-0.0029	0.024
O	0.0187	0.0021	0.0797
O	-0.0048	0.0083	0.0312
O	0.0271	0.0045	0.0666
O	0.0053	0.0203	0.0391
O	0.0235	0.0259	0.0563
O	-0.0009	0.0143	0.0653
O	-0.0058	-0.013	0.0272
O	0.0065	0.0147	0.0298
O	-0.0171	-0.0056	0.0438
O	-0.0116	-0.0109	0.0592
O	0.0014	-0.0039	0.0247
O	-0.0007	-0.0008	0.0263
O	0.0155	-0.0155	0.0361
O	-0.0157	-0.0152	0.0349
O	-0.0138	0.0134	0.0611
O	-0.0007	-0.0003	0.0277
O	-0.0052	0.0112	0.0328
O	-0.001	0.0001	0.0263
O	-0.0028	-0.0084	0.0347
O	-0.0156	-0.0065	0.0452
O	-0.0282	-0.0022	0.0408
O	0.0137	-0.0071	0.0612
O	0.0175	0.0017	0.0422
O	-0.0046	-0.014	0.0439
O	-0.0146	0.0044	0.0406
H	0.3761	0.2797	-0.2516
H	-0.2605	-0.2802	-0.2962
H	0.3212	0.3082	-0.2561
H	-0.2288	-0.318	-0.287
H	-0.2887	-0.3187	-0.2654
H	0.3105	0.2609	-0.2464
H	-0.2306	-0.3597	-0.2754
H	0.3051	0.2814	-0.2257
H	-0.317	-0.3335	-0.2701
H	0.27	0.2973	-0.2425
H	-0.336	-0.3032	-0.2537
H	0.3295	0.251	-0.2551
H	-0.2681	-0.3044	-0.29
H	0.3263	0.2947	-0.2504
H	-0.2771	-0.2658	-0.2934
H	0.3445	0.3287	-0.2473
H	-0.2411	-0.3048	0.2427
H	0.2514	0.3901	0.2518
H	-0.3426	-0.2312	0.2474
H	0.3582	0.2679	0.2573
H	-0.4094	-0.2338	0.2518
H	0.2039	0.2948	0.3112
H	0.1968	0.3042	0.3163
H	-0.4115	-0.2582	0.2328
H	0.2736	0.2695	0.3107
H	-0.2534	-0.4029	0.258
H	0.3008	0.2344	0.291
H	-0.333	-0.3158	0.2628
H	-0.2951	-0.2552	0.2602
H	0.3587	0.2879	0.2597
H	-0.2647	-0.2599	0.2597
H	0.2489	0.4012	0.2511

The program warned: the cutoff lies below the one the program advises for these potential files; the forces do not sum to zero within the program's tolerance; empty levels may hold ghost states of the PAW files; the exchange-correlation potential is rough where the density is thin.
